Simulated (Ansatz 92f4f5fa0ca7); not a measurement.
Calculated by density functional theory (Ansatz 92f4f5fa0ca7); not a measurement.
Periodic cell of 215 atoms, Si132O82As1, from a study of silicon, its oxide and their interface. The atomic structure is a simulated model.
Doubt: the cutoff is far below the 930 eV that the study's wrapper takes by default for these files, so forces and energies are approximate.
This geometry differs little from another in the collection (a relaxation step or a small displacement).

Settings
functional: PBE
potential files: Ansatz PAW
basis: plane waves
wave-function cutoff: 580 eV
density cutoff ratio: 5
exchange-correlation grid ratio: 1
k mesh: 1 x 1 x 1, Gamma-centred
self-consistency stop: 5e-08 eV per atom in the density residual
occupations: fixed
spin: none
net charge: +1 e, with a uniform compensating background and no finite-size correction

Cell vectors (angstrom)
a 10.938 0 0
b 0 10.938 0
c 0 0 31.5432

Atoms and the computed forces on them: element, x, y, z (angstrom), force x, y, z (eV/angstrom)
Si 10.4364 0.575 24.3372 -0.0197 0.0026 0.0248
Si 6.0459 10.5023 24.1458 0.0083 -0.0273 0.0288
Si 2.1299 3.2463 24.0788 -0.0015 0.0234 0.0298
Si 8.7018 2.256 24.304 0.0239 -0.0025 0.0225
Si 0.5034 5.0549 24.1616 0.0056 -0.0231 0.0232
Si 5.0553 5.8929 24.191 -0.012 0.0173 0.0288
Si 3.3968 7.6494 24.1566 0.0203 -0.0137 0.0305
Si 7.8323 8.8274 23.9883 -0.0276 0.0094 0.0329
Si 1.3434 1.4812 25.4545 -0.0154 -0.0053 -0.0166
Si 6.922 1.2974 25.4992 0.0052 -0.0017 -0.0102
Si 4.0258 4.1016 25.322 0.0061 0.0041 -0.0116
Si 9.6719 4.0929 25.4182 -0.0057 -0.0012 -0.0095
Si 1.5016 6.8133 25.3683 0.002 0.0021 -0.0152
Si 6.8981 6.9488 25.2402 -0.0058 -0.0089 -0.0095
Si 4.2329 9.5301 25.3413 0.0048 -0.0019 -0.0166
Si 9.5275 9.6419 25.4342 0.0095 0.009 -0.0178
Si 2.781 0.0053 26.6323 0.0066 -0.0025 0.0561
Si 8.2271 -0.0273 26.9454 0.0011 0.0055 -0.1519
Si 0.0167 2.7661 26.9183 0.0007 0.0117 -0.148
Si 5.4503 2.7342 26.655 -0.0042 0.0037 0.0516
Si 2.7612 5.4375 26.8374 0.0014 -0.0007 -0.0999
Si 8.23 5.5212 26.6204 -0.0107 0.0061 0.049
Si 0.0439 8.2123 26.6405 -0.0144 -0.0145 0.0562
Si 5.5541 8.1982 26.7953 0.0037 -0.0087 -0.0817
Si 4.1102 1.3674 28.0655 0.0077 -0.015 -0.0204
Si 9.5963 1.3689 28.2186 0.0074 0.0005 0.2088
Si 1.3943 4.1162 28.2173 0.0197 0.0329 0.1986
Si 6.8386 4.1309 28.0179 0.0066 0.0218 -0.0579
Si 4.1555 6.8226 28.1324 0.0455 0.0055 0.0859
Si 9.6018 6.8503 28.0474 0.0101 -0.015 -0.027
Si 1.3938 9.5903 28.0401 0.0157 0.0043 -0.0539
Si 6.8534 9.5403 28.223 -0.0531 -0.0501 0.1885
Si 0.053 -0.0192 29.516 -0.0104 0.0138 -0.0097
Si 5.4488 0.0121 29.4866 0.0093 0.0056 -0.0336
Si 2.768 2.7076 29.5172 -0.0014 0.0052 -0.0298
Si 8.1765 2.7683 29.4651 -0.0092 -0.004 -0.0035
Si -0.0093 5.5003 29.4918 -0.0069 0.0179 -0.0328
Si 5.5073 5.4492 29.493 0.0029 0.0025 -0.0055
Si 2.7501 8.2157 29.4367 -0.0163 0.0018 0.0106
Si 8.2568 8.165 29.5205 -0.0055 0.0109 -0.0265
Si 1.3966 1.3545 30.8972 -0.0114 0.0142 0.0035
Si 6.8181 1.3847 30.8328 0.0089 -0.0243 0.0009
Si 4.1298 4.0881 30.8726 -0.005 0.0104 0.002
Si 9.5551 4.1162 30.832 0.0231 -0.007 0.0017
Si 1.3758 6.8643 30.8257 0.0056 -0.025 -0.0012
Si 6.8698 6.8048 30.8803 -0.0071 0.0074 -0.0075
Si 4.0844 9.5807 30.8358 0.0273 -0.0049 -0.0004
Si 9.609 9.5519 30.8816 -0.0232 -0.0021 0.0014
Si 2.7492 -0.0279 0.7175 -0.0083 0.0052 0.0026
Si 8.1906 0.0064 0.65 -0.0154 0.0163 0.0034
Si -0.0242 2.749 0.6644 -0.0035 -0.0076 0.0165
Si 5.4725 2.7096 0.7077 0.0218 0.006 -0.0165
Si 2.7172 5.4742 0.6552 -0.0016 0.026 -0.0026
Si 8.2213 5.4339 0.7143 -0.0081 0.0051 -0.0161
Si 0.0384 8.1878 0.7099 -0.0013 -0.0068 -0.018
Si 5.4677 8.2131 0.6461 -0.0022 -0.0023 0.0056
Si 4.1148 1.3386 2.0764 0.002 -0.0029 0.0258
Si 9.5322 1.3772 2.0251 0.0145 -0.0277 0.0212
Si 1.3265 4.1322 2.0407 0.0255 -0.0327 0.0027
Si 6.8759 4.0385 2.0703 -0.0618 0.0122 -0.0018
Si 4.0668 6.8812 2.009 0.0134 -0.0537 -0.0198
Si 9.6191 6.7816 2.0579 0.0038 0.0274 -0.0056
Si 1.3848 9.5485 2.0883 0.0063 0.0035 0.0221
Si 6.808 9.5861 2.0383 0.0514 -0.0017 -0.0057
Si -0.0458 -0.0095 3.3537 -0.0855 -0.009 -0.1256
Si 5.4716 -0.0153 3.4952 -0.0077 -0.0069 0.0515
Si 2.6892 2.7237 3.3495 -0.0324 0.0059 -0.1531
Si 8.193 2.6754 3.5078 0.0234 -0.0318 0.0593
Si -0.0035 5.4611 3.525 -0.0085 -0.014 0.0824
Si 5.3982 5.4166 3.2738 0.0665 0.0919 -0.0778
Si 2.7419 8.1883 3.4952 0.0061 0.0167 0.0516
Si 8.2777 8.2361 3.3217 -0.1334 -0.0728 -0.0591
Si 1.2855 1.3695 4.6747 0.0172 -0.0066 0.1438
Si 6.8413 1.2962 4.9312 0.0052 0.005 -0.0606
Si 4.0475 4.1099 4.6647 0.0185 -0.0114 0.1439
Si 9.5407 4.0548 4.8939 -0.0081 0.0198 -0.0416
Si 1.3622 6.8647 4.9116 -0.0161 -0.0065 -0.0476
As 6.8321 6.7997 4.6481 0.0452 -0.0045 0.151
Si 4.1041 9.5615 4.8914 -0.0157 0.0301 -0.0605
Si 9.574 9.5671 4.7673 0.0533 0.0518 0.0993
Si 2.6159 0.0429 6.1112 0.0037 0.0293 0.0327
Si 8.2272 -0.1251 6.2851 0.0123 0.014 -0.0057
Si -0.022 2.6472 6.2158 -0.0195 0.0018 -0.021
Si 5.3736 2.7524 6.0824 -0.0413 0.0185 0.025
Si 2.7376 5.4244 6.166 -0.026 -0.0219 -0.0201
Si 8.1217 5.4161 6.2278 -0.0484 0.1178 -0.0203
Si 0.0148 8.3013 6.2461 0.007 0.0378 0.0351
Si 5.5414 8.1642 6.2012 0.0955 -0.0787 -0.038
Si 3.4648 1.9398 7.2008 0.0187 -0.0364 -0.1038
Si 10.022 0.8337 7.4917 0.0306 -0.0324 -0.0481
Si 1.7593 3.6506 7.3768 0.0011 -0.0088 -0.0383
Si 6.1933 4.5012 7.404 -0.011 0.1057 -0.1102
Si 4.6189 6.2923 7.2791 0.1454 -0.0274 -0.0222
Si 9.1864 7.2138 7.3469 -0.1203 -0.1054 -0.0436
Si 0.8979 10.1663 7.5401 -0.017 -0.0024 -0.1184
Si 7.4283 8.9075 7.5114 0.0002 -0.0983 -0.068
O 4.6031 6.6285 8.8925 -0.0836 0.0281 0.0524
O 1.3635 3.9652 8.9553 -0.006 0.0265 0.026
O 9.7173 6.5135 8.7488 0.0386 0.0339 0.0411
O 1.3041 10.1165 9.1587 0.0386 -0.0104 0.089
O 6.0693 4.2211 9.0348 0.0022 -0.0603 0.0984
O 3.6977 1.6036 8.7812 0.0263 -0.0102 0.0681
O 7.1318 8.9575 9.1455 -0.0238 0.0594 0.0815
O 9.6486 1.0719 9.0845 -0.0285 0.0114 0.0285
O 8.2392 2.5364 22.7508 -0.0217 0.0115 -0.0202
O 10.9961 5.5524 22.6492 -0.0093 0.0212 -0.021
O 5.631 0.0933 22.6434 -0.0169 0.0287 -0.0248
O 5.2929 5.3966 22.6336 0.0198 -0.0187 -0.036
O 2.1505 2.8009 22.4813 0.0094 -0.026 -0.0336
O 3.3305 7.8549 22.5111 -0.0208 0.0148 -0.0327
O 8.3816 8.7438 22.4168 0.0282 -0.0075 -0.0349
O -0.1663 11.233 22.7556 0.0221 -0.0168 -0.0242
Si 2.157 2.9751 12.898 -0.0091 0.0001 0.0477
Si 8.6789 1.3067 10.374 -0.0151 -0.0073 0.0098
Si 1.0625 4.5003 15.3534 0.0066 -0.0034 0.0243
Si 7.5427 5.5764 12.2165 -0.0091 -0.0059 0.0397
Si 2.4136 8.1835 21.2076 0.0064 -0.0149 -0.0168
Si 5.406 7.7829 12.4819 0.0054 -0.0032 0.0418
Si 9.2665 0.4525 15.5029 0.0092 0.0039 0.017
Si 2.9131 -0.0393 16.6631 0.0065 0.0009 0.0204
Si 10.47 1.1601 12.6121 0.0018 0.0001 0.0507
Si 7.764 2.8311 21.2336 0.0025 -0.0113 -0.028
Si 9.124 8.7818 14.4596 0.0081 -0.0107 0.029
Si 1.4729 4.7763 10.3726 -0.003 0.0106 0.0084
Si 4.4837 9.485 19.1358 0.0047 0.0002 -0.0083
Si 11.0737 6.0993 21.1142 0.0048 0.0068 -0.0222
Si 6.6137 10.4475 14.8491 0.0038 -0.0004 0.0348
Si 5.3892 0.7324 21.1716 0.0104 -0.0112 -0.0276
Si 2.3423 9.8017 10.3972 -0.0052 0.0171 0.0136
Si 0.4307 10.6337 21.3855 -0.0118 0.0062 -0.0312
Si 5.8526 5.2532 21.1211 -0.0044 0.0102 -0.0083
Si 3.6432 7.0865 10.1119 0.0186 -0.0227 0.0141
Si 9.0415 5.6832 14.8521 -0.0047 -0.0055 0.0256
Si 3.6562 4.0827 19.0915 0.0011 -0.0101 0.0001
Si 10.0307 3.6628 19.3224 -0.0062 0.0067 -0.0125
Si 4.2527 8.6691 15.3678 -0.0017 0.001 0.02
Si 0.4545 1.9179 17.162 -0.0057 -0.0001 0.0075
Si 6.792 7.5348 19.2487 0.0034 0.0048 -0.0156
Si 5.2571 3.6235 16.7447 0.0009 -0.0003 0.0096
Si 7.7809 5.011 17.5329 0.0058 0.0109 0.0059
Si 6.6566 9.9185 10.3875 0.002 -0.0075 0.0066
Si 4.3781 1.0431 10.1219 0.0002 0.0215 0.0129
Si -0.0434 9.0906 11.9007 -0.0044 -0.0158 0.0494
Si 9.1023 8.6321 20.9381 0 0.0062 -0.0215
Si 4.5555 1.6679 14.5851 -0.0068 0.002 0.0304
Si 2.4466 2.0829 21.0436 -0.0103 -0.0009 -0.0157
Si 6.3321 3.3322 10.3871 -0.0011 0.0254 0.0028
Si 3.4307 5.9161 16.735 -0.0005 -0.003 0.0105
Si 9.8736 6.5379 10.3712 0.0061 0.0075 -0.0181
O 0.123 2.6294 18.5897 0.0095 -0.0097 0.003
O 2.9222 9.6341 15.586 -0.0001 -0.0033 -0.0151
O 10.8609 4.8056 20.1486 -0.0065 -0.0177 0.0065
O 7.5757 2.4014 9.9245 0.0094 -0.0079 -0.0059
O 10.9339 5.3596 10.8167 -0.0007 -0.0068 -0.0232
O 6.5828 6.7257 12.8702 0.0001 0.0027 -0.0254
O 10.3153 8.0703 10.7608 0.0007 0.0146 -0.0171
O 7.6597 9.4537 13.9973 -0.0024 -0.0006 -0.0224
O 8.4105 6.214 10.9934 0.0009 -0.003 -0.025
O 5.3581 10.483 20.0747 -0.0073 -0.0137 0.0081
O 2.1747 3.7453 11.4375 0.0072 -0.0167 -0.0129
O 7.974 8.5475 19.7602 -0.0134 -0.005 0.0061
O 6.2035 6.732 20.5484 0.0042 0.0069 0.0126
O 5.5117 2.7157 15.4129 -0.0018 -0.0018 -0.0139
O 1.3041 0.927 20.7025 0.0031 0.0031 0.0209
O 6.0468 9.0429 11.6243 -0.0174 -0.0104 -0.0166
O 4.6182 4.989 16.1137 -0.0029 0.0025 -0.0057
O 6.5923 3.9031 17.6429 -0.005 -0.0048 0.0021
O 10.5308 10.6723 11.8097 -0.0061 0.0093 -0.0264
O 5.5803 0.4983 13.9914 0.0008 0.0012 -0.022
O 8.0142 5.0903 15.9372 0.0022 -0.0021 -0.015
O 9.7358 9.8137 15.5763 -0.0035 -0.0022 -0.0114
O -0.399 5.1507 15.1365 0.0007 0.0002 -0.0136
O 1.5704 6.836 20.8046 -0.0007 -0.0009 0.0209
O 1.501 0.6374 17.1839 0.0019 0.0002 -0.0007
O 6.5956 1.7709 20.8083 0.0006 0.0047 0.025
O 1.0152 1.7967 12.8269 -0.0016 -0.0019 -0.0262
O 3.2416 5.4962 18.328 0.0014 0.0078 -0.0011
O 9.522 2.0128 11.5879 0.0149 0.0057 -0.0151
O 1.0156 3.097 16.183 0.0009 0.0055 -0.0088
O 8.5803 5.1341 13.3869 0.0047 0.0007 -0.0114
O 10.2607 8.5706 13.2981 -0.0094 0.0085 -0.0091
O 1.4455 9.4 21.688 0.0003 0.0009 0.0215
O 10.0787 9.9357 20.612 -0.0023 -0.0021 0.0209
O 3.1808 0.2014 10.889 -0.0091 -0.0034 -0.0188
O 5.076 2.3543 10.8346 -0.0078 -0.0129 -0.0226
O 1.7336 4.1576 13.918 -0.0036 0.0006 -0.014
O 7.9155 10.8606 10.8502 0.0072 0.0134 -0.0269
O 9.1326 4.4687 18.2342 -0.0086 0.0047 0.0016
O 5.6344 9.4966 15.7717 0.0045 0.0005 -0.0075
O 5.528 -0.0389 9.7455 0.0076 -0.0029 -0.0237
O 3.595 2.3128 13.3972 0.0026 -0.0015 -0.0204
O 1.9772 5.6462 16.0536 -0.0038 -0.0036 -0.0131
O 9.7147 1.0473 14.043 -0.0022 -0.003 -0.0095
O 4.3825 6.9414 11.5371 0.0063 0.0051 -0.0128
O 4.7539 4.4842 20.2169 -0.0161 -0.007 0.0051
O 9.9534 1.3393 16.654 -0.0046 -0.0068 -0.0031
O 6.6728 4.3098 11.6474 0.0069 0.0098 -0.0141
O 5.5823 8.4059 18.5778 -0.0025 0.0008 0.0085
O 9.0749 2.7347 20.2715 0.0134 0.0062 0.0082
O 3.6008 1.1344 15.7835 0.0012 -0.0015 -0.0116
O 4.2123 3.0755 17.9034 0.0082 0.0033 -0.0048
O 9.9156 7.2192 20.8956 0.0014 -0.0015 0.0229
O 3.3403 8.659 9.8057 0.0028 -0.0054 -0.0143
O 3.9326 7.4257 16.3779 -0.0005 -0.0008 -0.0089
O 7.6327 0.4788 15.7007 -0.0016 -0.0032 -0.0106
O 8.9194 7.2966 15.0441 -0.0002 0.0099 -0.0124
O 3.9304 1.4369 21.1532 0.0014 0.0039 0.025
O 1.5868 9.126 11.6926 -0.0098 -0.0072 -0.0143
O 2.3353 6.1373 10.1323 0.0127 -0.0024 -0.0295
O 7.3483 6.4601 18.1509 0.0028 -0.0151 0.0005
O 7.2188 4.3648 21.1258 -0.0012 -0.0008 0.0231
O 4.5401 8.2389 13.7984 -0.0062 0.005 -0.0106
O 3.3311 8.664 19.959 0.0144 0.0096 0.0026
O 2.4912 3.2382 19.8756 0.0069 0.0179 0.0022
O 3.7443 10.3682 17.9734 -0.0121 0.0062 -0.0129

Results
free energy: -135411.187 eV
free energy less fixed offsets of As -4856.12, O -568.88, Si -635.61 eV per atom: -6.387 eV

The program warned: the cutoff lies below the one the program advises for these potential files; the exchange-correlation potential is rough where the density is thin.
